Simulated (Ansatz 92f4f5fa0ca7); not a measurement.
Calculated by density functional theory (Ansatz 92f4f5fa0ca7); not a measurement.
Periodic cell of 284 atoms, Si144O100H32N8, with a vacuum gap, from a study of silicon, its oxide and their interface. The atomic structure is a simulated model.

Settings
functional: r2SCAN
potential files: Ansatz PAW
basis: plane waves
wave-function cutoff: 800 eV
density cutoff ratio: 5
exchange-correlation grid ratio: 1
k mesh: 1 x 1 x 1, shifted by 0.5 0.5 0 of a step
self-consistency stop: 1e-11 eV per atom in the density residual
occupations: fixed
spin: none
net charge: 0
applied field: sawtooth along c, amplitude +0.015 V/angstrom in the program's sign convention, ramp centred at 0.9896 of c and 0.0209 of c wide, no dipole correction

Cell vectors (angstrom)
a	10.887	0	0
b	0	10.887	0
c	0	0	47.9398

Atoms and the computed forces on them: element, x, y, z (angstrom), force x, y, z (eV/angstrom)
Si	-0.3869	0.3047	34.0969	-0.0091	0.0011	0.033
Si	2.4133	3.0418	34.2318	0.0037	0.0087	0.0225
Si	0.2217	5.281	34.2315	0.0005	-0.0059	0.0218
Si	2.9581	7.9224	34.3681	0.0027	-0.0099	0.025
Si	5.7018	-0.1883	34.3693	0.009	0.005	0.0253
Si	8.2838	2.519	34.4046	-0.0012	-0.0029	0.0133
Si	5.1326	5.6957	34.3193	-0.0011	-0.0007	0.0209
Si	7.8534	8.4619	34.2956	-0.0007	-0.0023	0.0205
Si	1.2753	1.3799	35.4415	-0.0048	0.0075	-0.0143
Si	4.0057	4.1068	35.6124	-0.0045	0.0007	-0.0158
Si	1.3509	6.797	35.6235	0.0014	-0.0034	-0.0133
Si	4.1041	9.5249	35.6184	0.0051	-0.0046	-0.0089
Si	6.8061	1.3359	35.7458	0.0053	-0.0021	-0.02
Si	9.5203	4.1302	35.5568	0.0016	-0.0033	-0.0192
Si	6.736	6.8531	35.5935	-0.0027	0.0048	-0.0118
Si	9.4896	9.5846	35.5347	-0.0068	0.0021	-0.0189
Si	-0.0263	2.7286	36.9158	-0.0066	0.0025	0.007
Si	2.6754	0.0402	36.839	-0.0018	0.0064	0.0207
Si	-0.0303	8.2076	36.8902	-0.0049	0.0021	0.0074
Si	2.6939	5.4595	37.0203	0.0087	-0.0022	0.0099
Si	5.3918	2.746	36.959	-0.0017	0.006	0.0079
Si	8.1911	-0.0109	37.0456	-0.0039	0.002	0.0035
Si	5.4246	8.186	37.0228	0.0043	-0.0095	0.0093
Si	8.1433	5.4837	36.8977	0.0005	-0.003	0.0074
Si	1.3269	4.0686	38.308	-0.003	-0.0108	0.0164
Si	4.0266	1.3566	38.2721	0.0353	0.0195	0.0211
Si	1.3525	9.5658	38.2417	-0.0092	-0.0211	0.0299
Si	4.0612	6.8259	38.3512	0.0003	0.0059	0.0134
Si	6.7942	4.1151	38.2782	-0.0004	-0.0041	0.0137
Si	9.5366	1.397	38.3316	-0.0124	0.0002	0.0131
Si	6.801	9.5206	38.3607	0.0119	0.0068	0.013
Si	9.5056	6.8333	38.2643	-0.0148	-0.0146	0.0201
Si	0.0259	0.0296	39.6426	-0.012	0.0214	0.1888
Si	2.6933	2.7123	39.6485	-0.0089	0.0115	0.1863
Si	-0.0305	5.4528	39.6382	-0.0188	0.027	0.1847
Si	2.689	8.2068	39.6552	0.0165	-0.0138	0.1885
Si	5.4099	0.0123	39.6594	-0.0229	0.0025	0.1842
Si	8.1522	2.7533	39.6638	-0.0082	0.0156	0.1689
Si	5.4486	5.465	39.6606	0.0189	-0.0226	0.1754
Si	8.1619	8.1528	39.6737	0.0031	0.0049	0.1747
Si	1.3461	1.3855	41.041	0.103	-0.1168	0.3052
Si	4.088	4.0658	40.9607	-0.0222	0.0961	0.4405
Si	1.3418	6.8102	40.9919	-0.0638	0.054	0.2735
Si	4.0653	9.5335	41.0378	-0.0597	0.1169	0.2144
Si	6.7924	1.3701	41.0064	-0.0436	0.1048	0.2704
Si	9.5172	4.1067	41.0387	-0.1323	0.0262	0.1844
Si	6.8093	6.8001	41.043	-0.0035	0.0113	0.3291
Si	9.5459	9.5398	40.9587	-0.0544	-0.0523	0.4713
Si	-0.0094	2.7486	6.99	0.0165	-0.0064	-0.028
Si	2.7079	0.0281	6.943	-0.0821	0.0306	-0.3945
Si	-0.0419	8.1655	6.8956	-0.059	0.0713	-0.4049
Si	2.7369	5.4181	6.8688	0.1328	-0.1233	-0.3782
Si	5.4385	2.7464	6.9154	-0.0079	0.0074	-0.3399
Si	8.2073	0.0004	6.8883	0.1121	-0.1014	-0.3118
Si	5.4527	8.1666	6.9613	0.1157	-0.0876	-0.1776
Si	8.1554	5.4402	6.9776	0.0196	-0.0194	-0.2465
Si	1.3989	4.1336	8.3091	-0.0267	-0.0182	-0.1712
Si	4.0818	1.4075	8.2702	0.0085	0.0095	-0.1772
Si	1.3113	9.5249	8.223	-0.022	0.0146	-0.1857
Si	4.1219	6.6949	8.256	0.0256	-0.0073	-0.1852
Si	6.8098	4.048	8.3198	0.0192	-0.0169	-0.1824
Si	9.4974	1.3556	8.3241	0.0164	0.0188	-0.1735
Si	6.8813	9.5413	8.2694	0.0039	-0.0196	-0.1841
Si	9.4891	6.8486	8.3061	0.0211	-0.0232	-0.181
Si	-0.0365	-0.0466	9.6491	0.0004	-0.0052	-0.016
Si	2.7745	2.7725	9.6848	0.0034	0.0083	-0.0213
Si	0.0138	5.5311	9.6195	0.0014	-0.0044	-0.0095
Si	2.6902	8.0917	9.4328	-0.009	-0.0018	-0.0152
Si	5.5634	0.1088	9.5322	-0.017	-0.0084	-0.0241
Si	8.1058	2.6737	9.7283	0.0186	0.0098	-0.023
Si	5.495	5.3786	9.7248	-0.0187	0.0027	-0.0294
Si	8.1334	8.1565	9.7426	0.0107	0.0251	-0.0345
Si	1.4006	1.3164	10.9084	-0.0062	-0.0063	-0.0165
Si	4.2119	4.008	11.1579	-0.0055	-0.0019	-0.0096
Si	1.359	6.9426	10.9719	0.0049	0.0031	-0.009
Si	4.2318	9.4107	10.5008	-0.0149	0.0139	0.0027
Si	6.6956	1.3684	11.2219	-0.0013	-0.0019	-0.006
Si	9.5474	4.1059	10.8951	0.0067	-0.0035	-0.002
Si	6.7886	6.7551	11.1529	-0.0014	-0.0017	-0.0069
Si	9.4555	9.5586	11.0969	0.0192	-0.0079	-0.0097
Si	-0.0341	2.672	12.194	-0.0072	0.0097	0.0154
Si	3.0386	-0.1184	11.8189	0.001	-0.0122	0.0258
Si	0.0742	8.3935	12.4574	0.0051	-0.0047	0.014
Si	2.764	5.4933	12.1928	-0.0077	0.0049	0.0116
Si	5.3781	2.6531	12.8777	0.0067	-0.0028	0.0142
Si	8.0156	-0.0862	12.5354	-0.0006	0.0057	0.0143
Si	5.2255	8.2365	12.2232	-0.0034	-0.002	0.0132
Si	8.2966	5.3725	12.4404	0.008	-0.0012	0.0163
Si	1.3174	4.159	13.3542	-0.0022	-0.0008	0.0101
Si	4.113	0.5549	13.7925	-0.0129	-0.0021	-0.0093
Si	1.9332	9.6616	13.4707	0.0039	0.0078	-0.0097
Si	3.5935	7.1703	13.593	0.0011	-0.0115	0.0066
Si	7.2378	3.9251	14.0668	0.0041	0.009	0.0004
Si	9.3396	1.5609	13.6123	0.0096	-0.002	0.0006
Si	6.4533	9.433	13.832	0.0019	-0.0096	0.01
Si	10.0507	6.5048	13.621	0.0021	0	0.0042
Si	15.4052	-13.438	17.3132	-0.0036	-0.0003	0.0137
Si	-13.044	2.6744	20.4932	0.0043	-0.0029	0.0467
Si	-0.4708	-10.6148	31.0532	0.0047	-0.0044	0.0382
Si	-19.5212	4.2736	22.8283	0	0.0038	0.0513
Si	-3.7049	-14.5377	18.0515	0.0065	0.0015	0.0358
Si	9.7346	30.304	22.8287	0.0075	-0.0041	0.0454
Si	13.4295	6.142	17.8153	0.0029	-0.0087	0.0295
Si	19.7656	4.9258	27.0436	-0.0005	-0.0024	0.0356
Si	21.0832	35.7995	23.2064	0.0014	0.005	0.0441
Si	5.7549	8.841	25.2775	-0.0027	-0.0028	0.0307
Si	5.6053	11.0956	16.4424	-0.0014	0.0054	0.0364
Si	12.6855	-2.5039	15.9775	0.0017	-0.0033	0.0242
Si	-4.5016	0.888	20.7784	-0.0043	-0.002	0.0452
Si	16.6696	4.0965	27.4099	-0.0019	-0.0036	0.0308
Si	33.7026	-1.764	29.2336	-0.0015	0.0022	0.0259
Si	23.5799	-7.1055	16.214	0.0031	-0.0042	0.0272
Si	10.2884	32.3724	15.6936	-0.0028	0.0048	0.0178
Si	2.6016	3.8878	19.7775	0.0002	-0.0011	0.0447
Si	29.4139	-11.3113	26.8132	-0.0019	-0.0009	0.0372
Si	8.6008	-2.8233	15.6035	0.0016	-0.0013	0.0072
Si	19.2096	1.955	16.3731	0.0029	-0.0019	0.0262
Si	-0.1705	6.0277	16.5558	0	-0.0036	0.0165
Si	6.0914	6.6658	15.373	-0.0004	0.0051	0.0175
Si	-10.086	-7.2509	27.0873	-0.0012	-0.001	0.0356
Si	13.7748	-1.587	31.7046	-0.0051	0.0017	0.0345
Si	19.4661	-6.2607	18.2491	0.0009	-0.0021	0.035
Si	-6.5753	1.7066	18.5676	0.0027	0.0034	0.0357
Si	3.3867	3.9511	25.4616	0.0023	-0.0005	0.032
Si	30.7413	0.4575	24.27	-0.0037	-0.0016	0.0404
Si	12.1688	7.0472	23.824	0.0069	0.0002	0.0317
Si	13.9758	10.9246	28.3923	-0.0066	-0.0037	0.0344
Si	19.1161	-1.6431	20.1016	0.0062	0.0041	0.048
Si	20.6877	0.4244	18.505	-0.002	-0.0005	0.0387
Si	15.1844	6.6459	28.4628	0.002	0.0002	0.0261
Si	10.3126	-4.2689	29.3896	-0.002	0.0051	0.033
Si	7.6592	10.8459	29.7958	-0.0006	0.0045	0.0296
Si	12.1785	-8.6899	29.6085	-0.0035	-0.0042	0.0273
Si	-6.0249	0.4119	26.17	-0.0062	0.0023	0.0348
Si	3.5451	-3.7981	25.6996	0.0052	-0.0036	0.0342
Si	26.9441	-1.7626	30.015	-0.0042	0.0026	0.0343
Si	14.8116	1.2322	32.1708	0.0001	0.004	0.0365
Si	-1.3717	-4.9153	24.4078	-0.0044	-0.0029	0.0333
Si	12.4768	1.6207	18.4768	0.0005	0.003	0.0279
Si	27.6128	24.2766	30.0123	0.0003	0.0024	0.0393
Si	5.9602	11.1891	23.5571	-0.0039	-0.0068	0.0415
Si	20.0486	6.59	32.1508	-0.0057	-0.0004	0.0401
Si	17.8365	4.3129	32.2297	0.0001	0.0013	0.0385
Si	12.7601	5.0518	29.4011	-0.0024	-0.002	0.0264
O	25.002	-5.3574	25.6356	-0.0014	-0.0033	-0.0139
O	-1.5061	1.4648	33.8114	0.0048	-0.0041	-0.0055
O	3.9251	3.241	19.0221	0.0029	-0.0038	-0.0141
O	16.2323	3.0944	28.5978	-0.0004	0.0073	-0.0283
O	-2.391	-3.0692	32.9477	0.0055	-0.0068	-0.0183
O	11.4888	-16.0235	30.1012	0.0029	-0.006	-0.0038
O	5.0705	7.3863	25.1466	0.0018	-0.0005	-0.0119
O	5.0969	0.6419	33.1089	-0.0098	0.002	-0.0192
O	19.6553	-6.7861	19.7585	-0.0014	0.0095	-0.0216
O	4.0225	-4.0911	33.8389	-0.0057	0.01	-0.0087
O	7.443	3.0744	33.1298	-0.0049	0.0091	-0.016
O	14.0072	2.4246	32.8982	0.0037	-0.0084	-0.0191
O	2.3077	8.6097	33.0359	-0.0001	0.0065	-0.0185
O	22.6619	3.4616	23.1456	0	-0.0005	-0.0199
O	2.8651	10.9201	31.8668	-0.0026	-0.0063	-0.0131
O	-1.6567	9.8735	18.9798	0.007	0.0057	-0.0195
O	11.1894	5.3621	13.7821	-0.003	0.0008	-0.0037
O	10.5101	11.5886	14.4342	-0.0037	0.0052	-0.0131
O	2.0935	3.4877	14.648	-0.0012	0.0033	-0.0126
O	4.9606	11.8813	24.652	0.0063	-0.0008	-0.0275
O	6.5011	3.7438	30.8005	-0.0072	-0.0081	-0.0197
O	7.0603	11.8195	16.5906	0.0015	-0.0002	-0.0136
O	1.9915	16.7699	22.9353	0.0022	-0.008	-0.0215
N	7.112	-2.9149	14.7014	-0.0009	0.0119	-0.0199
O	7.4908	0.8263	23.6942	-0.0023	0.002	-0.0244
N	13.1984	8.1459	14.3072	0.0148	0.008	-0.0183
O	5.5155	1.1225	19.4498	-0.0109	0.0041	-0.0247
O	19.1924	3.3076	17.3069	-0.002	-0.0096	-0.0162
N	5.8284	-3.6286	16.9786	-0.001	-0.0035	-0.0232
O	14.1081	19.8097	16.5444	-0.0055	0.001	-0.0067
O	-5.1835	5.047	32.9385	0.0081	-0.0055	-0.0177
O	8.149	5.3511	32.0323	-0.0003	-0.0001	-0.0138
O	11.5829	20.5159	16.0144	0.002	-0.001	-0.0041
O	-3.5607	16.5299	18.2945	-0.0023	0.0035	-0.0121
O	-8.2659	10.9383	14.4587	0.0085	-0.0003	0.0012
O	22.2182	-2.7598	22.9131	-0.0039	0.0026	-0.0164
O	6.7668	5.1578	15.1568	0.0037	-0.0093	-0.0066
O	-1.0833	16.5057	17.8455	0.0047	0.005	-0.0081
O	6.3493	0.5873	26.8155	-0.0018	-0.003	-0.0173
O	21.964	12.6127	30.7042	0.0052	0.0052	-0.0202
O	-1.7481	-1.346	15.2499	-0.0018	-0.0018	-0.0172
N	5.3826	10.5942	14.7594	-0.002	-0.0029	-0.0187
O	3.6632	-3.6396	18.2595	0.0035	0.0042	-0.0171
O	15.5212	1.8522	30.8634	0.0049	0.002	-0.0217
O	23.1964	26.7009	27.8474	-0.0038	-0.0039	-0.0186
O	7.2868	-0.447	20.641	0.0056	-0.0053	-0.0213
N	-1.1272	-14.9551	15.3151	-0.0017	0.0043	-0.0091
N	-1.2802	11.7041	16.8435	0.0004	0.0004	-0.0132
O	13.3188	1.0866	29.4143	0.0023	-0.0009	-0.0067
O	10.9186	-22.4942	29.8986	0.002	-0.0059	-0.0167
O	11.403	0.4519	18.6804	0.0007	-0.0006	-0.0112
O	9.4518	18.0231	30.6565	0.0047	-0.0017	-0.0243
O	-11.8819	1.7919	24.0931	0.0019	0.0057	-0.0214
O	8.2016	-0.5001	28.325	-0.0004	-0.0031	-0.0309
O	-3.6232	13.1159	21.0038	0.0017	0.0006	-0.0088
O	12.5965	13.253	17.017	0	0.0078	-0.0149
O	-2.5131	7.9154	17.1894	0.0054	0.0018	-0.0267
O	26.4247	-9.45	16.9866	0.0072	-0.0082	-0.0217
O	3.378	3.7112	23.8615	-0.0063	0	-0.0344
O	16.3275	11.5488	22.0767	0.0045	0.0044	-0.0391
O	9.1578	-9.3314	19.425	0.0038	-0.0095	-0.0237
O	5.3644	-1.1047	17.4403	0.0006	0.0049	-0.0105
O	15.719	14.4617	26.1554	-0.0105	-0.0033	-0.02
O	14.5309	-10.0023	27.1116	0.0084	0	-0.023
O	9.5271	20.8736	23.5468	0.0016	-0.0094	-0.0114
O	23.6973	9.8316	28.0621	0.0013	-0.0009	-0.0174
O	12.2556	-8.0393	19.5248	-0.0015	-0.005	-0.0193
O	13.7808	-6.0256	16.8116	-0.0007	-0.0004	-0.0149
O	19.8656	-3.6383	23.5331	-0.0005	0.0088	-0.0145
O	-1.1498	2.7434	21.7212	-0.0089	-0.0037	-0.0314
O	16.2071	-16.1789	27.7904	0.0011	-0.0041	-0.0099
O	8.6607	5.9159	25.7779	0.0035	0.0058	-0.0248
O	-4.1035	-1.2828	33.7998	-0.0063	0.0007	-0.0047
O	6.9166	-9.5149	29.6691	0.0002	-0.0034	-0.0056
O	4.5974	-1.1824	26.0243	0.0043	-0.0023	-0.0144
O	3.2495	-4.9919	29.4599	0.002	0.0036	-0.0031
O	-1.7526	-13.1194	21.3196	-0.013	0.0052	-0.0358
O	28.8733	-1.8618	26.1999	-0.0038	-0.0032	-0.0151
O	5.2078	7.6989	29.2698	-0.0036	-0.0087	-0.0221
O	22.1396	-6.3691	16.2408	-0.0004	0.0009	-0.0112
O	21.0407	3.9632	26.6116	-0.0025	0.0008	-0.0131
O	24.1808	7.7802	24.7549	-0.0105	-0.0015	-0.0156
O	13.0696	5.3497	19.1933	-0.0007	0.0119	-0.0211
O	10.8461	10.7013	32.5585	-0.0009	0.0004	-0.0245
O	26.2155	-1.972	31.4472	0.0075	-0.0011	-0.0173
O	12.9441	-2.1644	30.4398	-0.0077	-0.0012	-0.0188
O	9.4271	-6.3806	23.68	0.0016	-0.011	-0.0218
O	27.7746	20.4593	23.8395	0.0016	0.0084	-0.0196
O	7.2667	8.0849	19.4455	-0.0061	-0.011	-0.0253
O	19.6997	11.0943	30.8948	-0.0069	-0.0027	-0.0205
O	23.7635	-7.6185	26.0249	0.0083	0.0004	-0.0205
O	12.2129	4.1703	33.7177	-0.0022	-0.0019	-0.004
O	10.4807	16.9519	32.9392	-0.0072	0.0046	-0.015
O	-7.3953	-14.3391	27.2883	-0.0035	-0.001	-0.0254
N	8.3578	13.485	14.7244	-0.0054	0.007	-0.0209
O	13.7284	-17.7773	21.3561	0.0052	-0.0029	-0.0385
O	9.3629	-5.1143	28.3623	-0.0068	-0.0109	-0.0178
O	11.0668	7.8727	28.6663	0.0001	-0.0029	-0.0188
O	4.3528	10.2025	29.1078	-0.0057	0.0037	-0.0127
O	4.586	6.6281	14.7875	-0.0079	0.0011	-0.014
O	18.3165	4.1502	27.2321	0.0029	0.0007	-0.012
O	8.8177	0.1364	25.8567	0.0055	0.0029	-0.0253
O	32.8458	-15.4802	24.7637	0.0012	0.0008	-0.0177
N	1.2642	-3.8904	16.9171	-0.0004	0.0092	-0.016
O	23.7957	3.5785	30.0571	-0.0005	0.0014	-0.0168
O	2.9668	0.8546	18.8316	-0.0001	0.0012	-0.0121
O	17.5367	9.6848	30.291	-0.0002	0.0003	-0.005
O	22.3762	2.4343	28.1587	-0.0029	0.0077	-0.0172
H	2.1692	0.565	41.9735	-0.2795	0.2994	-0.2617
H	0.5266	2.2096	41.9735	0.2768	-0.3216	-0.3046
H	4.9193	3.2536	41.8931	-0.3639	0.3049	-0.2685
H	3.2665	4.8879	41.8931	0.258	-0.2682	-0.2473
H	0.5115	7.6234	41.9243	0.3051	-0.3526	-0.2308
H	2.1645	5.9893	41.9243	-0.2269	0.2627	-0.2934
H	3.2508	10.3625	41.9702	0.2912	-0.2932	-0.2622
H	4.8932	8.7178	41.9702	-0.2896	0.2372	-0.3114
H	5.9774	2.1986	41.9389	0.341	-0.3403	-0.2257
H	7.6274	0.5618	41.9389	-0.2947	0.2231	-0.2898
H	8.6869	4.9198	41.9711	0.3536	-0.3174	-0.2677
H	10.3397	3.2856	41.9711	-0.279	0.3038	-0.3112
H	7.6269	5.9742	41.9755	-0.3542	0.3201	-0.2685
H	5.9905	7.6249	41.9755	0.2764	-0.2599	-0.284
H	10.3443	8.6952	41.8911	-0.2684	0.3827	-0.2438
H	8.7269	10.3643	41.8911	0.2871	-0.2666	-0.2625
H	-0.8319	3.5697	6.0575	0.3401	-0.2811	0.2724
H	0.8101	1.9245	6.0575	-0.3133	0.2643	0.2869
H	1.8848	0.8485	6.0105	0.358	-0.2658	0.2079
H	3.5224	-0.8009	6.0105	-0.2502	0.2747	0.261
H	-0.8403	9.0101	5.9632	0.3017	-0.4447	0.2142
H	0.7884	7.3523	5.9632	-0.2958	0.1521	0.3075
H	3.5583	4.5959	5.9363	-0.482	0.2519	0.1984
H	1.9142	6.239	5.9363	0.2812	-0.1498	0.3183
H	6.2536	1.9179	5.9829	-0.2346	0.2461	0.2878
H	4.6072	3.5585	5.9829	0.4349	-0.2748	0.2568
H	9.0263	-0.8241	5.9559	-0.2455	0.4928	0.2205
H	7.3723	0.8088	5.9559	0.1955	-0.2541	0.3101
H	4.6248	8.9823	6.0289	0.21	-0.2914	0.3053
H	6.2715	7.3419	6.0289	-0.2466	0.3835	0.1958
H	7.3378	6.2662	6.0452	0.2241	-0.3636	0.2587
H	8.9858	4.6271	6.0452	-0.2905	0.3507	0.2353

Results
free energy: -152735.344 eV
free energy less fixed offsets of H -15.71, N -386.36, O -570.45, Si -639.56 eV per atom: -0.104 eV

The program warned: the cutoff lies below the one the program advises for these potential files; the forces do not sum to zero within the program's tolerance; empty levels may hold ghost states of the PAW files; the exchange-correlation potential is rough where the density is thin.
